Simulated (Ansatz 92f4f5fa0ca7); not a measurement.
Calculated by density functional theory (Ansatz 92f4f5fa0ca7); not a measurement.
Periodic cell of 255 atoms, Si165O90, from a study of silicon, its oxide and their interface. The atomic structure is a simulated model.
Doubt: the cutoff is low for norm-conserving oxygen, so forces and energies are approximate.
This geometry differs little from another in the collection (a relaxation step or a small displacement).

Settings
functional: HSE06
potential files: SPMS norm-conserving
basis: plane waves
wave-function cutoff: 800 eV
density cutoff ratio: 4
exchange-correlation grid ratio: 1
k mesh: 1 x 1 x 1, Gamma-centred
occupations: fixed
spin: none
net charge: 0

Cell vectors (angstrom)
a	10.938	0	0
b	0	10.938	0
c	0	0	37.0262

Atoms: element, x, y, z (angstrom)
Si	0	0	0.683
Si	5.469	0	0.683
Si	2.7345	2.7345	0.683
Si	8.2035	2.7345	0.683
Si	0	5.469	0.683
Si	5.469	5.469	0.683
Si	2.7345	8.2035	0.683
Si	8.2035	8.2035	0.683
Si	1.3673	1.3673	2.0503
Si	6.8362	1.3673	2.0503
Si	4.1018	4.1018	2.0503
Si	9.5708	4.1018	2.0503
Si	1.3673	6.8362	2.0503
Si	6.8362	6.8362	2.0503
Si	4.1018	9.5708	2.0503
Si	9.5708	9.5708	2.0503
Si	2.7345	0	34.9747
Si	8.2035	0	34.9747
Si	0	2.7345	34.9747
Si	5.469	2.7345	34.9747
Si	2.7345	5.469	34.9747
Si	8.2035	5.469	34.9747
Si	0	8.2035	34.9747
Si	5.469	8.2035	34.9747
Si	4.1018	1.3673	36.3419
Si	9.5708	1.3673	36.3419
Si	1.3673	4.1018	36.3419
Si	6.8362	4.1018	36.3419
Si	4.1018	6.8362	36.3419
Si	9.5708	6.8362	36.3419
Si	1.3673	9.5708	36.3419
Si	6.8362	9.5708	36.3419
Si	-0.1816	-0.188	26.7567
Si	4.2311	-0.2928	26.1412
Si	2.6575	2.3765	26.7428
Si	7.2693	2.9198	26.9745
Si	-0.5567	5.5059	26.8159
Si	5.6604	4.8755	26.9066
Si	1.846	8.7244	25.4823
Si	8.2558	7.8188	26.7095
Si	1.2018	1.2144	28.1392
Si	6.4283	1.1655	28.4557
Si	3.9449	3.8902	28.1474
Si	9.1763	3.9462	28.144
Si	1.1238	6.7889	27.9457
Si	6.7164	6.6732	28.0887
Si	4.6787	10.3054	28.371
Si	9.3792	9.4342	28.1112
Si	2.7317	0.0728	29.5625
Si	8.1275	-0.0487	29.5379
Si	-0.1509	2.7	29.4223
Si	5.3054	2.7527	29.7338
Si	2.6202	5.4751	29.3274
Si	8.0954	5.46	29.5814
Si	-0.0513	8.2035	29.4609
Si	5.4724	8.2642	29.393
Si	3.964	1.406	31.0528
Si	9.5181	1.3373	30.8649
Si	1.2628	4.1156	30.7699
Si	6.7564	4.1285	30.9655
Si	4.026	6.8683	30.7277
Si	9.5399	6.8334	30.8688
Si	1.3605	9.5527	30.8344
Si	6.8103	9.514	30.9079
Si	-0.0097	-0.0069	32.2145
Si	5.413	-0.0319	32.2598
Si	2.6099	2.8132	32.2855
Si	8.1578	2.7137	32.25
Si	-0.0443	5.4564	32.2182
Si	5.3861	5.5363	32.2234
Si	2.6957	8.1732	32.2033
Si	8.1984	8.19	32.2679
Si	1.3281	1.363	33.6187
Si	6.8085	1.337	33.6109
Si	4.0691	4.1268	33.6073
Si	9.5502	4.0808	33.6022
Si	1.3458	6.809	33.593
Si	6.8143	6.8316	33.6114
Si	4.0661	9.5293	33.6068
Si	9.573	9.5686	33.6067
Si	2.7472	-0.0121	3.393
Si	8.2238	0.0228	3.4275
Si	0.032	2.7641	3.4233
Si	5.5088	2.7492	3.4129
Si	2.7481	5.4796	3.429
Si	8.2495	5.4955	3.4091
Si	0.0118	8.1962	3.4011
Si	5.4684	8.2088	3.4387
Si	4.1719	1.3101	4.7201
Si	9.627	1.3939	4.7864
Si	1.3998	4.1253	4.8227
Si	6.9031	4.1356	4.7659
Si	4.1175	6.818	4.828
Si	9.6677	6.8009	4.8031
Si	1.3899	9.5412	4.7471
Si	6.8734	9.5695	4.7865
Si	0.0428	-0.0395	6.1081
Si	5.5314	0.0153	6.1722
Si	2.8181	2.6739	6.0271
Si	8.3379	2.8568	6.138
Si	0.1052	5.5122	6.3011
Si	5.543	5.4548	6.1804
Si	2.7153	8.1953	6.1703
Si	8.2626	8.1618	6.0869
Si	1.4837	1.316	7.3911
Si	6.9675	1.4951	7.4194
Si	4.2478	3.8936	7.4286
Si	9.6498	4.1876	7.6864
Si	1.3827	6.97	7.7389
Si	6.9556	6.8408	7.5302
Si	4.1224	9.5146	7.4814
Si	9.5839	9.5298	7.4476
Si	2.8423	0.0032	8.8435
Si	8.229	0.0238	8.6765
Si	0.1191	2.6052	8.7892
Si	5.6429	2.7425	8.9155
Si	2.8174	5.9171	9.3933
Si	8.2272	5.5644	9.1221
Si	-0.0939	8.2857	9.0099
Si	5.5836	8.2355	8.8323
Si	4.7178	0.8853	10.0524
Si	9.8275	1.0703	10.0048
Si	1.6386	3.879	11.2222
Si	6.3868	4.5894	10.3001
Si	4.8975	6.5407	10.3457
Si	9.3771	7.1568	10.5605
Si	1.1833	9.8764	10.1519
Si	6.4238	10.137	9.8735
O	9.3715	6.6894	26.2003
O	5.6198	-0.4319	25.3162
O	12.9874	5.3574	10.7232
O	2.8151	3.1133	12.0129
O	5.0683	5.5139	25.4934
O	0.6244	9.7596	25.7244
O	0.0305	0.0305	10.5696
O	1.2386	3.0717	9.9002
O	6.5445	4.2268	11.916
O	3.2112	4.6804	8.4192
O	10.209	6.4012	11.7532
O	1.8561	9.3255	11.5515
O	4.4984	1.1656	11.6609
O	0.395	4.0332	12.2072
O	9.1433	1.7471	11.3241
O	4.9127	6.8737	11.9624
O	7.5283	8.5906	25.4466
O	12.771	7.6299	26.688
O	1.793	8.0521	23.9994
O	3.6229	1.2284	25.9961
O	9.8594	0.8465	25.8616
O	0.2505	4.6496	25.6642
O	7.7207	13.2891	25.5025
O	3.2227	9.5544	25.5108
Si	10.8489	2.1955	22.8563
Si	6.8381	9.7682	24.5557
Si	1.522	11.9829	16.8543
Si	10.6427	-0.0005	14.6283
Si	5.7346	-0.2525	16.6121
Si	12.8019	6.8273	17.2117
Si	3.3831	1.7508	12.671
Si	4.122	5.2562	24.2062
Si	4.2095	2.1345	15.71
Si	10.1187	2.9105	17.3553
Si	8.671	1.1857	12.7647
Si	-5.9667	9.1228	19.0813
Si	14.7558	4.4114	17.5153
Si	8.6779	11.1447	16.7091
Si	8.6099	-0.2377	19.7844
Si	7.6583	-5.136	20.7175
Si	3.7466	2.4995	19.8115
Si	7.3691	9.4235	11.8231
Si	5.4192	3.8858	21.8546
Si	10.943	10.5226	21.4961
Si	-2.22	1.2942	24.7964
Si	-0.5973	5.1528	12.7782
Si	-1.5953	8.191	21.0718
Si	-4.9174	6.3621	18.1231
Si	7.302	5.9002	15.231
Si	2.7859	7.6605	22.7607
Si	5.1861	9.4954	21.9993
Si	-0.6254	5.6649	15.7316
Si	10.2666	4.0503	20.308
Si	1.8028	10.0343	13.0077
Si	-4.8896	1.2462	20.8743
Si	5.5822	7.5125	13.2879
Si	1.5021	3.7375	25.1298
Si	0.9839	6.7096	20.1952
Si	7.4679	3.823	13.1952
Si	14.5527	8.6539	15.2522
Si	13.208	-0.1848	19.5169
O	9.9367	3.2806	18.9189
O	5.1652	1.742	19.6054
O	6.3216	2.5426	21.7984
O	1.5241	10.9309	18.0848
O	4.4722	7.5437	14.4588
O	0.9683	2.8932	23.8559
O	7.0514	4.3816	14.6714
O	-3.4037	2.2073	13.2891
O	4.049	2.0515	14.1092
O	13.6296	1.2925	20.0758
O	9.0543	1.8095	16.7706
O	4.3202	3.6706	16.1729
O	13.7064	9.373	14.0942
O	16.6583	10.2384	18.1739
O	8.1686	10.5968	12.6088
O	18.2071	10.6231	16.1307
O	2.6514	7.9995	16.3909
O	8.8558	4.7299	20.6901
O	-5.806	7.7072	18.312
O	3.2193	3.3258	18.545
O	4.0607	3.5831	20.9869
O	-5.341	19.81	20.5564
O	6.3333	5.1461	21.3866
O	10.9149	5.5662	14.2323
O	9.8853	1.1837	13.8321
O	2.6622	4.7529	24.6497
O	7.9309	-0.0134	24.2585
O	0.3815	17.5305	16.5953
O	0.9806	0.5001	15.4526
O	5.0346	5.1029	18.3131
O	8.8181	-0.2658	18.2199
O	8.8341	6.2767	15.5673
O	-0.7691	9.1964	22.0815
O	12.2301	-0.8458	20.6197
O	8.2963	7.0524	21.5696
O	0.2828	9.8942	13.5515
O	7.4002	0.661	20.285
O	0.5443	5.1354	20.1651
O	10.716	3.0401	21.4867
O	2.7027	5.464	17.057
O	6.8359	6.7493	13.9444
O	8.3619	-2.7373	11.339
O	5.222	11.103	21.7604
O	0.6642	13.2621	17.2614
O	9.4015	2.0663	23.5625
O	3.8525	6.5545	23.2855
O	9.6834	-0.6144	15.7523
O	9.9263	0.3442	20.4987
O	1.7375	7.115	18.8095
O	4.6586	9.7271	15.8747
O	6.2612	9.1472	23.1683
O	-2.5148	-1.7726	20.1916
O	3.706	8.9482	22.3721
O	8.917	4.448	12.9182
O	7.2211	6.272	19.2115
O	3.4783	-1.2357	19.3021
O	16.3938	1.2973	16.2736
O	6.2112	-2.0028	12.8527
O	2.2056	11.5934	12.8092
O	4.9115	4.1523	23.348
O	11.3684	11.6091	22.6022
O	1.9244	7.0944	21.4847
O	-0.8561	4.2359	16.4495
O	6.5216	-4.6682	16.5912
O	-0.4251	7.4973	20.2146
O	13.9533	1.4446	16.5164

Results
free energy: -59012.195 eV
free energy less fixed offsets of O -447.96, Si -113.29 eV per atom: -2.945 eV
gap between the highest filled and lowest empty level on this k mesh: 1.368 eV

The program warned: the cutoff lies below the one the program advises for these potential files; the forces do not sum to zero within the program's tolerance; the exchange-correlation potential is rough where the density is thin.
